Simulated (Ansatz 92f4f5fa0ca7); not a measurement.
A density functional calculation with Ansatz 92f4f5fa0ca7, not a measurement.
Periodic cell of 252 atoms, Si144O100N8, from a study of silicon, its oxide and their interface. The atomic structure is a simulated model.
Doubt: the cutoff is far below the 930 eV that the study's wrapper takes by default for these files, so forces and energies are approximate.
This geometry differs little from another in the collection (a relaxation step or a small displacement).

Settings: functional PBE; potential files Ansatz PAW; basis plane waves; wave-function cutoff 580 eV; density cutoff ratio 5; exchange-correlation grid ratio 1; k mesh 1 x 1 x 1, Gamma-centred; self-consistency stop 5e-08 eV per atom in the density residual; occupations fixed; spin none; net charge 0.

Cell vectors (angstrom)
a, 10.938, 0, 0
b, 0, 10.938, 0
c, -0.5492, 4.6506, 35.3904

Atoms: element, x, y, z (angstrom)
Si, 1.0744, 3.225, 28.1738
Si, 3.7041, 5.918, 27.9336
Si, 0.48, 9.1192, 28.003
Si, 3.1956, 0.9241, 27.8294
Si, -4.9282, 3.7132, 27.6681
Si, -2.1269, 6.2493, 27.8817
Si, 6.7153, 8.6293, 27.8903
Si, -1.8203, 0.3267, 28.0237
Si, 2.3, 4.7219, 29.4287
Si, 4.9498, 7.5235, 29.1167
Si, 2.1419, -0.6965, 29.2255
Si, 4.9681, 1.9705, 29.0322
Si, -3.3489, 4.7084, 29.1682
Si, -0.5506, 7.395, 29.2392
Si, 7.7081, 10.0842, 29.4327
Si, -0.6245, 1.9888, 29.2244
Si, 0.8103, 6.0447, 30.6355
Si, 3.5292, 8.8061, 30.5471
Si, 0.7574, 0.6134, 30.6194
Si, 3.6464, 3.2417, 30.6228
Si, 6.2412, 6.0845, 30.5689
Si, 9.0626, 8.6974, 30.6951
Si, 6.25, 11.5261, 30.5673
Si, -1.9894, 3.3353, 30.5787
Si, -0.5492, 4.6506, 31.9721
Si, 2.1853, 7.3851, 31.9721
Si, -0.5492, 10.1196, 31.9721
Si, 2.1853, 1.9161, 31.9721
Si, 4.9198, 4.6506, 31.9721
Si, 7.6543, 7.3851, 31.9721
Si, 4.9198, 10.1196, 31.9721
Si, 7.6543, 1.9161, 31.9721
Si, 1.3673, -1.3673, 3.418
Si, 4.1018, 1.3673, 3.418
Si, 1.3673, 4.1018, 3.418
Si, 4.1018, -4.1018, 3.418
Si, 6.8362, -1.3673, 3.418
Si, -1.3673, 1.3673, 3.418
Si, 6.8362, 4.1018, 3.418
Si, -1.3673, 6.8362, 3.418
Si, 2.8313, -0.1088, 4.6217
Si, 5.4677, 2.7094, 4.8093
Si, 2.7592, 5.4698, 4.8432
Si, 5.4502, -2.7969, 4.8933
Si, -2.7702, 0.0338, 4.778
Si, -0.0367, 2.7285, 4.8232
Si, 8.218, 5.4564, 4.7355
Si, 0.1172, -2.8341, 4.8034
Si, 1.3925, 1.1216, 5.8632
Si, 4.1259, 4.0964, 6.2056
Si, 1.4226, -4.2274, 6.3828
Si, 3.9246, -1.4358, 6.2066
Si, -4.1974, 1.2811, 6.2433
Si, -1.4553, 4.1571, 6.2186
Si, 6.8308, -4.3144, 6.2125
Si, -1.3795, -1.4341, 5.9504
Si, 0.3475, -0.5571, 7.236
Si, 2.7527, 2.4601, 7.1748
Si, -0.3842, -5.2053, 7.7214
Si, 2.5196, -2.6112, 7.8074
Si, 4.9458, 0.2198, 7.4922
Si, -2.9965, 2.8774, 7.4931
Si, 5.8268, 4.991, 7.722
Si, -2.5787, -2.9026, 7.2655
Si, 0.8181, 3.2834, 33.3394
Si, 3.5526, 6.0179, 33.3394
Si, 0.8181, 8.7524, 33.3394
Si, 3.5526, 11.4869, 33.3394
Si, 6.2871, 3.2834, 33.3394
Si, -1.9164, 6.0179, 33.3394
Si, 6.2871, 8.7524, 33.3394
Si, -1.9164, 0.5489, 33.3394
Si, 2.1853, 4.6506, 34.7066
Si, 4.9198, 7.3851, 34.7066
Si, 2.1853, 10.1196, 34.7066
Si, 4.9198, 1.9161, 34.7066
Si, -3.2837, 4.6506, 34.7066
Si, -0.5492, 7.3851, 34.7066
Si, -3.2837, -0.8184, 34.7066
Si, -0.5492, 1.9161, 34.7066
Si, 1.3673, 1.3673, 0.6835
Si, 4.1018, 4.1018, 0.6835
Si, 1.3673, 6.8362, 0.6835
Si, 4.1018, -1.3673, 0.6835
Si, 6.8362, 1.3673, 0.6835
Si, -1.3673, 4.1018, 0.6835
Si, 6.8362, -4.1018, 0.6835
Si, -1.3673, -1.3673, 0.6835
Si, 0, 0, 2.0507
Si, 2.7345, 2.7345, 2.0507
Si, 0, 5.469, 2.0507
Si, 2.7345, -2.7345, 2.0507
Si, 5.469, 0, 2.0507
Si, 8.2035, 2.7345, 2.0507
Si, 5.469, 5.469, 2.0507
Si, 8.2035, -2.7345, 2.0507
Si, -0.3199, -4.9567, 10.7873
Si, -5.4235, 1.762, 12.3638
Si, 3.0094, 5.317, 22.0755
Si, 3.5349, 7.9726, 20.6372
Si, 1.8149, 7.3369, 25.7541
Si, -1.087, 10.4671, 15.6719
Si, 0.7694, 4.2097, 18.3452
Si, 4.4752, 2.7464, 22.7439
Si, 3.5606, 6.0384, 12.8283
Si, 6.3944, 7.2913, 20.9246
Si, 1.6118, 4.2904, 9.4091
Si, 8.71, -2.117, 18.0736
Si, -1.2177, 2.4506, 16.9966
Si, 3.4814, 9.1624, 17.7857
Si, 3.5681, 14.8899, 17.3908
Si, -3.0966, 3.2972, 19.1275
Si, 7.7529, -1.3001, 9.7298
Si, 11.1592, 4.8104, 21.2765
Si, 3.5424, 8.7834, 23.5756
Si, 8.2521, 0.7582, 13.5072
Si, -4.0414, 3.5543, 10.3468
Si, 8.1851, 3.6816, 14.796
Si, -1.2506, 16.8945, 19.1722
Si, 1.0091, 1.5008, 9.3576
Si, 5.3384, -4.4354, 23.6428
Si, -0.1827, 5.0142, 25.8273
Si, 6.1559, 7.7626, 16.8421
Si, 4.6882, -1.6522, 10.0329
Si, -1.8766, 1.6116, 9.965
Si, -7.3796, 8.8919, 12.9511
Si, 3.8902, 6.3529, 9.6352
Si, -4.2722, 4.135, 24.6254
Si, -0.3998, -2.6505, 9.2178
Si, 2.8318, 0.288, 11.4578
Si, -10.7973, 1.445, 12.1869
Si, -2.8209, 9.8541, 20.7371
Si, 3.8482, 12.0238, 16.91
Si, 1.4041, 4.1315, 12.3809
Si, -2.3307, -10.4703, 23.2247
Si, 7.8977, 5.6359, 12.2769
Si, 5.9603, 7.3557, 13.7902
Si, 4.2601, 11.5568, 24.8546
Si, 5.9014, 16.2605, 18.4913
Si, 7.1565, -0.1202, 25.7453
Si, 6.6197, 12.3142, 21.291
Si, 1.9978, -0.7329, 15.4308
Si, 5.3435, 3.0051, 15.2335
Si, 9.5937, 14.2563, 23.5395
O, -2.6285, 2.83, 10.7618
O, -4.462, 7.7878, 15.258
O, 2.7303, -5.5299, 8.9542
N, 6.867, 3.8129, 8.5755
O, -0.3356, 3.9154, 24.6556
O, 9.0488, -0.5187, 21.9777
O, 9.0369, 2.0711, 8.4024
O, 5.6601, 14.5094, 23.4804
O, 2.3656, 8.1153, 24.4557
O, 8.7312, 15.5768, 19.375
O, 3.7701, 1.9242, 23.9807
O, -3.482, 13.4703, 20.5021
O, 7.7223, 7.4044, 27.4326
N, -0.2245, 1.7402, 10.5356
N, -1.3101, -3.7567, 8.1724
O, -3.4571, -1.8044, 8.1888
O, 4.0229, 1.5569, 7.7222
O, -1.6201, -1.8279, 9.9855
O, -0.6694, -0.7398, 27.4699
O, 4.7585, 4.7625, 27.4059
O, 6.5212, 9.4971, 26.4846
O, -2.3438, 10.4835, 14.582
O, 4.1106, 10.6914, 17.8364
O, -1.5859, 5.5827, 26.4599
O, -1.0039, 1.0208, 16.2934
O, 2.073, 2.0924, 27.5206
O, 6.2806, 17.4143, 22.3197
O, -0.1478, 5.5251, 18.0601
O, 6.7342, 3.8157, 15.5328
O, 7.673, 8.2971, 21.0071
O, 4.9234, 6.0664, 13.744
O, 0.0999, 0.5547, 8.4065
O, 2.9927, 6.5772, 26.5976
O, -0.5608, 6.1298, 20.6584
O, 5.3023, 5.839, 9.0232
O, 8.1962, 10.482, 24.5136
O, -1.5821, 3.6753, 15.9441
O, 2.5545, 0.7367, 15.9386
O, 0.6996, 6.2589, 25.2748
O, 8.9438, 9.8507, 19.3251
O, 3.0323, 8.6946, 22.0138
N, 1.6445, 2.8715, 8.4677
O, 3.9533, 6.0633, 11.2347
O, -1.8721, 6.0778, 11.2335
O, -4.4604, 14.7479, 18.429
O, 8.5454, 2.2501, 18.1119
O, 1.4277, 0.4242, 12.3313
O, -6.0323, -0.3733, 9.042
O, -2.7328, 2.1865, 14.2161
N, 3.7247, -2.924, 9.1535
O, -2.8016, 3.9166, 23.9644
O, -4.741, 5.7165, 24.7878
O, 3.2725, 17.284, 20.8041
O, 6.4032, 17.0356, 19.8261
O, 4.9818, 8.0654, 23.952
N, 0.0594, 5.0624, 9.3373
O, 0.6002, 4.2467, 27.0032
O, -5.8002, 8.2525, 20.5694
O, 3.5655, 2.3767, 17.8856
O, 3.8448, 5.8533, 23.3763
O, -1.2835, 0.787, 12.6439
O, 0.9296, 4.0481, 19.9843
O, 2.3432, 0.7613, 9.9694
O, 6.4323, -4.7228, 17.2489
O, 8.4061, 4.7589, 13.5831
O, -5.1903, 2.5373, 10.9321
O, 6.8159, 10.8545, 20.5717
O, 12.3329, 16.2233, 22.3086
O, -4.1216, 4.8674, 11.3207
O, 3.5546, 0.4134, 26.3075
O, 4.3096, 5.0324, 18.3708
O, 6.5886, 3.4491, 26.1222
O, 6.7818, 0.6966, 12.7218
O, 11.3454, 10.1893, 15.0418
O, 4.1634, 3.9613, 15.8602
O, 4.0127, 12.1025, 12.1657
O, 1.128, 8.4955, 26.6474
O, 12.9991, 4.5042, 17.433
O, 5.063, 1.7663, 21.5576
O, 1.9889, 14.6626, 10.9073
O, -1.8845, 7.3153, 18.5907
O, -0.8331, 3.8426, 22.0723
O, 13.5957, 4.7342, 13.2445
O, 5.8733, 0.6988, 25.1503
N, 0.9301, -1.8898, 8.2862
O, 2.2569, -1.7697, 16.6903
O, -1.343, 9.3178, 16.8021
O, -1.2625, 1.6674, 23.5682
O, 14.4355, 14.6999, 21.9116
O, 0.3034, -3.4697, 10.452
O, 11.0803, 2.8221, 17.7849
O, 5.3219, 2.7993, 13.6155
O, 0.6128, 2.8308, 12.9914
O, -4.6064, -1.8618, 10.4736
O, 5.149, 8.6455, 13.229
O, 7.2673, 1.2676, 22.7742
O, 7.1376, -2.1401, 17.6293
N, 3.5697, -1.2836, 11.3841
O, 4.6244, 8.1484, 17.2196
O, 0.4024, 5.3819, 12.117
O, -2.9072, 0.2978, 10.0298
O, 2.8873, 9.8158, 14.1124
O, -2.8636, 0.7712, 26.796
O, 2.765, 7.4532, 13.0553
O, 3.7973, 10.3333, 23.9098
O, 5.1451, 1.5267, 15.9696
O, -3.694, 7.009, 12.8597
O, 2.9362, 19.5597, 19.2501

Results
free energy: -151498.302 eV
free energy less fixed offsets of N -385.13, O -568.88, Si -635.61 eV per atom: -1.422 eV

Forces (eV/angstrom), in the order of the atoms: element, x, y, z
Si, 0.0008, 0.0029, -0.0191
Si, -0.0003, 0.0027, -0.0059
Si, -0.0057, 0.0049, -0.0115
Si, -0.0023, 0.0062, -0.0138
Si, -0.003, 0.0008, -0.0028
Si, 0.0012, 0.0057, 0.0001
Si, 0.0074, -0.0007, -0.007
Si, 0.0005, -0.0122, 0.0005
Si, 0.0028, -0.0028, -0.004
Si, 0.0022, -0.0048, -0.0024
Si, -0.0059, 0.0044, -0.0002
Si, -0.0045, 0.0059, -0.0044
Si, -0.008, 0.0068, -0.0015
Si, -0.0045, 0.0015, -0.0056
Si, -0.0005, 0.0031, -0.0056
Si, 0.0076, -0.001, -0.0026
Si, -0.0001, 0.0005, 0.0032
Si, 0.0001, -0.0051, 0.0019
Si, -0.0006, 0.0017, -0.0034
Si, 0.0007, -0.0039, -0.003
Si, 0.0032, 0.0002, -0.0058
Si, 0.0011, -0.0014, 0.0015
Si, 0.0001, -0.0009, 0.0007
Si, 0.0015, 0.0005, 0.0037
Si, -0.2774, 0.0561, -0.1077
Si, 0.0903, 0.3543, -0.1026
Si, 0.2126, 0.0478, 0.3684
Si, 0.1031, 0.0716, 0.0176
Si, 0.323, 0.136, 0.0934
Si, -0.202, -0.3196, 0.3393
Si, -0.2224, 0.2254, -0.2773
Si, -0.2545, 0.1399, -0.1837
Si, -0.0032, -0.7348, -0.6731
Si, 0.5579, 0.2002, -0.5595
Si, 0.0707, -0.0371, 0.5224
Si, -0.0894, 0.0838, 0.3084
Si, -0.2773, -0.2024, 0.4812
Si, -0.3186, 0.3323, -0.0167
Si, -0.0221, -0.3136, -0.0843
Si, 0.3822, 0.0387, -0.0879
Si, 0.0011, 0.0114, 0.0071
Si, -0.0029, 0.0008, -0.0024
Si, -0.0091, 0.004, 0.0064
Si, 0.0005, 0.0059, 0.0149
Si, 0.0084, 0.0062, -0.0043
Si, 0.0169, -0.0094, 0.0067
Si, 0.0046, -0.0037, 0.0038
Si, 0.0146, -0.0053, 0.0181
Si, -0.0482, -0.0392, -0.0202
Si, -0.0008, 0.0089, -0.0138
Si, 0.0222, -0.0101, -0.0473
Si, 0.0066, -0.0395, -0.0537
Si, -0.0091, -0.0207, -0.0167
Si, 0.0156, 0.0083, -0.0158
Si, -0.0319, 0.0027, -0.0238
Si, -0.0622, -0.0187, -0.0453
Si, 0.1093, 0.0695, 0.0388
Si, 0.0065, -0.0117, 0.0401
Si, -0.0257, 0.0001, 0.0427
Si, 0.0093, 0.0082, 0.0612
Si, 0.0057, 0.0393, 0.0745
Si, 0.0163, -0.0079, 0.0346
Si, 0.0034, 0, 0.0309
Si, 0.0114, 0.0121, 0.0232
Si, 0.0962, 0.0469, -0.0443
Si, -0.0118, -0.0259, -0.0634
Si, 0.168, 0.1325, 0.038
Si, -0.0634, -0.0995, 0.0232
Si, 0.1432, 0.1115, 0.0397
Si, -0.0834, -0.0945, 0.0431
Si, 0.0866, -0.0211, -0.0393
Si, -0.0182, -0.059, -0.0522
Si, -0.0446, 0.0405, 0.0036
Si, -0.0445, -0.0242, -0.0085
Si, -0.0459, -0.0305, 0.0014
Si, -0.0386, 0.0935, -0.0451
Si, 0.0473, -0.0156, -0.0072
Si, -0.0419, -0.0034, -0.0519
Si, -0.0026, 0.0455, -0.002
Si, -0.0082, -0.0249, -0.0017
Si, 0.0269, 0.0054, 0.0229
Si, -0.0369, 0.0497, 0.0117
Si, 0.1546, -0.0837, 0.0119
Si, -0.0088, -0.041, 0.0139
Si, 0.1269, -0.0995, -0.0072
Si, 0.0073, -0.0391, 0.01
Si, 0.0158, -0.0492, 0.0216
Si, -0.0892, 0.1194, 0.0109
Si, -0.0192, -0.0929, 0.0851
Si, -0.0347, -0.0759, 0.0371
Si, -0.1152, 0.0317, -0.0104
Si, -0.1404, 0.0542, -0.0894
Si, -0.0573, 0.1095, -0.0703
Si, -0.0546, -0.0255, -0.0487
Si, -0.0274, -0.0626, 0.0627
Si, 0.0663, 0.0142, 0.0649
Si, -0.0021, -0.0034, 0.0048
Si, -0.0001, 0.0004, -0.0003
Si, 0, -0.0005, -0.0001
Si, 0.0004, 0.0008, 0.0013
Si, 0.0007, 0.0019, 0.001
Si, -0.0013, 0.0006, -0.0016
Si, -0.0002, -0.0002, 0.0017
Si, -0.0023, -0.0002, -0.0016
Si, -0.0018, 0.0017, 0.0028
Si, -0.0017, 0.0011, 0.0011
Si, -0.0025, -0.01, 0.0196
Si, -0.0018, 0.0012, 0.0004
Si, -0.0008, 0.0008, 0
Si, -0.0007, 0.0007, 0.0008
Si, 0.0008, 0.0001, -0.0002
Si, 0, -0.0005, 0.0011
Si, -0.0004, -0.0041, -0.0004
Si, 0.0007, 0.0002, 0
Si, 0.0036, 0, -0.0027
Si, 0.0008, 0.0085, 0.0038
Si, -0.0054, 0, 0.0005
Si, -0.0015, -0.0084, -0.0075
Si, -0.0008, -0.0009, 0.0015
Si, -0.0088, -0.0055, -0.0057
Si, -0.0008, 0, -0.0029
Si, 0.0057, -0.0066, 0.0105
Si, -0.0001, 0.0007, -0.0002
Si, -0.0029, 0.005, -0.0033
Si, 0.0045, 0.0028, 0.0037
Si, 0.0002, -0.0009, 0.0012
Si, 0.0094, -0.0054, 0.0099
Si, -0.0026, 0.0021, -0.0059
Si, 0.0213, 0.0043, -0.0115
Si, -0.0048, 0.0037, 0.0017
Si, 0.0002, -0.0007, -0.0015
Si, -0.0013, 0.0004, -0.0002
Si, 0.0002, 0.0007, -0.0013
Si, -0.0007, -0.0013, 0.0018
Si, -0.0003, 0.0027, -0.0027
Si, 0.0011, 0.0006, 0.0002
Si, -0.0009, -0.0015, -0.001
Si, -0.0047, 0.0001, -0.007
Si, -0.0009, 0.0005, 0.0006
Si, 0.002, -0.0058, -0.0034
Si, -0.0012, 0.001, -0.0006
Si, -0.0005, 0.0001, -0.0006
Si, 0.0007, -0.0011, 0.0001
Si, -0.0005, -0.0023, -0.0044
O, -0.0004, -0.0004, 0
O, -0.0001, 0.0003, 0.0022
O, -0.0024, 0.0056, -0.0137
N, -0.0072, 0.0082, -0.0162
O, 0.001, 0.0064, 0.007
O, -0.0004, 0, 0.0004
O, -0.0019, -0.0019, -0.0085
O, 0.002, 0.0008, 0.0025
O, -0.0042, -0.0024, 0.0041
O, -0.0004, 0.0004, -0.0005
O, 0.0015, -0.0002, 0.0017
O, -0.0001, 0.0007, -0.0007
O, -0.0039, 0.0017, 0.0053
N, -0.0001, 0.0008, 0
N, -0.0022, -0.0185, -0.0082
O, -0.002, -0.0017, -0.0057
O, -0.004, 0.0023, -0.0137
O, 0.0016, 0.001, 0.0023
O, 0.0036, -0.0014, 0.0086
O, 0.0011, -0.0035, 0.0027
O, -0.002, -0.0062, 0.0088
O, 0.0012, 0.0011, 0
O, 0.0001, 0.0001, 0.0002
O, 0.0067, -0.0018, 0.0021
O, 0.0006, -0.0006, -0.0001
O, -0.0024, 0.0068, 0.0118
O, -0.0001, -0.0004, 0.0005
O, 0, 0.001, -0.0015
O, 0.0028, -0.0003, -0.003
O, 0.0002, 0, -0.0005
O, -0.0005, -0.0004, -0.0002
O, -0.0175, -0.0032, 0.0039
O, 0.0011, -0.0007, 0.0064
O, -0.0002, 0, -0.001
O, -0.0093, 0.0029, -0.0056
O, -0.0037, 0.0005, 0.0046
O, -0.0009, 0.0003, -0.001
O, -0.0007, 0.0007, 0.0001
O, -0.0025, -0.0032, 0.0043
O, 0.0001, 0.0004, -0.0003
O, -0.0005, 0.0009, 0.0004
N, 0.015, 0.0051, -0.0178
O, 0.002, 0.0018, -0.0085
O, 0.0011, -0.0003, -0.0003
O, -0.0006, 0.0003, -0.0009
O, -0.0009, 0.0004, 0.0007
O, 0.0024, -0.0013, 0
O, 0.0006, 0.0062, -0.0301
O, -0.0025, 0.0033, 0.0044
N, -0.0268, 0.0033, -0.0353
O, -0.0014, 0.0012, 0.0023
O, 0.0013, 0.0001, 0.0016
O, -0.0007, -0.0005, -0.0011
O, -0.0002, -0.0001, -0.0006
O, -0.0002, 0.0003, 0.001
N, 0.0015, 0.0051, -0.0222
O, -0.0025, -0.0044, 0.0021
O, 0.0001, 0.0008, -0.0012
O, -0.0006, 0.0004, 0.0004
O, -0.0001, 0.0006, 0.0012
O, -0.003, 0.0009, 0.0021
O, -0.0001, 0, -0.0017
O, 0.0007, -0.0006, -0.0011
O, 0.0002, 0.0001, -0.0004
O, -0.0017, -0.0024, 0.0026
O, 0.001, 0.002, -0.0021
O, 0.0005, -0.0005, -0.0002
O, -0.0003, 0.001, -0.0008
O, -0.0002, -0.0008, -0.0015
O, -0.0013, 0.0014, 0.0142
O, 0.0003, 0, 0
O, -0.0038, -0.0006, 0.016
O, 0.0018, 0.0006, 0
O, -0.0005, 0.0002, 0.0006
O, -0.0001, 0.0001, 0.0001
O, -0.0001, 0.0004, -0.0001
O, -0.0002, -0.0025, 0.0025
O, -0.0011, 0.0004, -0.0002
O, -0.0002, 0.0004, 0.0001
O, -0.0018, 0.0033, -0.0021
O, -0.0002, 0.0004, -0.0009
O, -0.001, 0, 0.0008
O, 0, 0.0003, -0.0015
O, 0.0033, 0.0012, 0.0017
N, -0.024, -0.0061, -0.0009
O, 0.0002, -0.0004, 0.0007
O, 0.0003, -0.0006, 0.0004
O, -0.0005, 0.0006, 0.0003
O, 0.0004, 0.0003, -0.0001
O, -0.0021, 0.0031, -0.0018
O, 0.0004, 0.0002, 0.0002
O, -0.0007, 0.0014, 0.0007
O, 0.0012, 0.0014, 0.0001
O, 0.0013, -0.0002, -0.0005
O, 0.0005, 0.0004, -0.0001
O, 0.0008, -0.0007, 0.0013
O, 0.0004, 0.0002, -0.0006
N, 0.0031, -0.002, -0.0057
O, -0.0004, -0.0001, -0.0007
O, -0.0021, 0.0022, -0.003
O, -0.002, -0.0011, -0.0027
O, -0.0009, 0.0004, -0.0008
O, 0.0086, 0.0044, 0.0075
O, 0.0001, -0.0012, -0.0001
O, 0.0003, 0.0014, 0.0009
O, -0.0011, 0, 0.0003
O, -0.0001, -0.0003, -0.0001
O, -0.0002, 0.0002, -0.001

The program warned: the cutoff lies below the one the program advises for these potential files; the exchange-correlation potential is rough where the density is thin.
